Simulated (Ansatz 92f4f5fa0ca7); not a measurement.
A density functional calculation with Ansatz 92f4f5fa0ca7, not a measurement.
Periodic cell of 220 atoms, Si132O88, from a study of silicon, its oxide and their interface. The atomic structure is a simulated model.
Doubt: the cutoff is far below the 930 eV that the study's wrapper takes by default for these files, so forces and energies are approximate.
This geometry differs little from another in the collection (a relaxation step or a small displacement).

Settings: functional PBE; potential files Ansatz PAW; basis plane waves; wave-function cutoff 580 eV; density cutoff ratio 5; exchange-correlation grid ratio 1; k mesh 1 x 1 x 1, Gamma-centred; self-consistency stop 5e-08 eV per atom in the density residual; occupations fixed; spin none; net charge 0.

Cell vectors (angstrom)
a 10.938 0 0
b 0 10.938 0
c 0 0 32.2125

Atoms: element, x, y, z (angstrom)
Si -0.2296 0.2343 24.6615
Si 5.7121 -0.3425 24.7297
Si 2.5094 2.8154 24.7388
Si 8.4605 2.4734 24.6704
Si 0.1888 4.9692 24.6119
Si 5.2315 5.8006 25.0144
Si 2.9636 7.9128 24.7656
Si 7.9622 8.3867 24.7541
Si 1.3161 1.3287 26.084
Si 6.8487 1.3162 25.9892
Si 4.0687 4.0472 26.0553
Si 9.5614 4.016 26.077
Si 1.2884 6.7262 25.9213
Si 6.8333 6.9307 26.2337
Si 4.0943 9.52 26.0784
Si 9.5648 9.5791 26.0059
Si 2.7346 -0.0125 27.4153
Si 8.2152 -0.0045 27.4198
Si 0.0031 2.7151 27.4714
Si 5.4907 2.7095 27.3905
Si 2.6982 5.4483 27.4035
Si 8.2206 5.455 27.431
Si 0.0062 8.1775 27.3541
Si 5.4455 8.255 27.5272
Si 4.1018 1.3673 28.7943
Si 9.5708 1.3673 28.7943
Si 1.3673 4.1018 28.7943
Si 6.8362 4.1018 28.7943
Si 4.1018 6.8362 28.7943
Si 9.5708 6.8362 28.7943
Si 1.3673 9.5708 28.7943
Si 6.8362 9.5708 28.7943
Si 0 0 30.1615
Si 5.469 0 30.1615
Si 2.7345 2.7345 30.1615
Si 8.2035 2.7345 30.1615
Si 0 5.469 30.1615
Si 5.469 5.469 30.1615
Si 2.7345 8.2035 30.1615
Si 8.2035 8.2035 30.1615
Si 1.3673 1.3673 31.5288
Si 6.8362 1.3673 31.5288
Si 4.1018 4.1018 31.5288
Si 9.5708 4.1018 31.5288
Si 1.3673 6.8362 31.5288
Si 6.8362 6.8362 31.5288
Si 4.1018 9.5708 31.5288
Si 9.5708 9.5708 31.5288
Si 2.7345 0 0.6835
Si 8.2035 0 0.6835
Si 0 2.7345 0.6835
Si 5.469 2.7345 0.6835
Si 2.7345 5.469 0.6835
Si 8.2035 5.469 0.6835
Si 0 8.2035 0.6835
Si 5.469 8.2035 0.6835
Si 4.1018 1.3673 2.0507
Si 9.5708 1.3673 2.0507
Si 1.3673 4.1018 2.0507
Si 6.8362 4.1018 2.0507
Si 4.1018 6.8362 2.0507
Si 9.5708 6.8362 2.0507
Si 1.3673 9.5708 2.0507
Si 6.8362 9.5708 2.0507
Si 0 0 3.418
Si 5.469 0 3.418
Si 2.7345 2.7345 3.418
Si 8.2035 2.7345 3.418
Si 0 5.469 3.418
Si 5.469 5.469 3.418
Si 2.7345 8.2035 3.418
Si 8.2035 8.2035 3.418
Si 1.3577 1.3711 4.8268
Si 6.8293 1.371 4.8583
Si 4.1954 3.996 4.683
Si 9.5254 4.1167 4.8049
Si 1.3263 6.9111 4.7428
Si 6.8708 6.8288 4.7374
Si 4.0666 9.621 4.8396
Si 9.5723 9.5854 4.7943
Si 2.7223 0.0549 6.3371
Si 8.2329 0.0124 6.219
Si -0.0726 2.7392 6.1639
Si 5.4365 2.7174 6.2808
Si 2.8525 5.4996 5.7723
Si 8.2059 5.5231 6.2041
Si 0.0229 8.2794 6.2208
Si 5.5388 8.233 6.0478
Si 3.652 1.836 7.6859
Si 9.8271 1.1033 7.6041
Si 1.5304 4.1765 7.076
Si 6.5887 4.3673 7.4964
Si 4.397 6.5462 7.1584
Si 9.2972 7.2124 7.4959
Si 1.1664 9.8006 7.6823
Si 7.0066 9.3741 7.4778
O 1.4493 3.9708 24.2356
O 6.8305 9.4817 24.2147
O 2.5311 3.0202 7.6466
O 8.1323 8.2743 7.9699
O 5.4296 5.4845 7.9244
O 0.0215 -0.001 8.1417
O 4.1281 6.8201 24.2978
O 9.5968 1.3698 24.1444
O 1.8241 9.1383 9.0749
O 1.0792 5.2783 8.2286
O 9.0584 1.7112 8.9632
O 6.2546 9.9403 8.8418
O 3.7117 1.7039 9.3586
O 3.4212 7.2874 8.2152
O 7.2077 3.684 8.8854
O 9.9439 6.7786 8.964
O 2.9781 1.9725 23.3762
O 5.0361 0.2613 23.3456
O 7.8926 3.2541 23.3006
O 10.3304 5.0464 23.165
O 8.6654 7.6138 23.4709
O 2.3953 8.6419 23.4051
O 6.3224 5.2725 23.9096
O 0.5094 10.5671 23.3025
Si 2.9743 8.0455 9.5571
Si 9.9617 0.2264 13.0877
Si 14.7719 5.8721 13.2466
Si 4.4498 1.6543 22.7412
Si 8.5703 2.3437 20.2278
Si 10.1884 4.9385 21.5375
Si 1.2121 9.3137 22.5159
Si 13.1017 4.5689 20.1893
Si 1.9839 5.3918 11.0468
Si -2.0218 10.1288 20.1201
Si 4.4408 6.6363 15.9634
Si 7.4427 9.3776 12.6974
Si 5.6755 9.5797 10.3255
Si 5.4007 2.958 12.7112
Si 3.1151 12.5453 15.9797
Si 2.6695 9.365 19.7613
Si 5.2891 3.837 15.4492
Si 3.3194 2.6466 10.6525
Si 4.9337 10.9758 12.709
Si 6.4874 4.0087 22.9251
Si 13.1207 0.7097 13.0174
Si 8.6742 3.2316 9.4486
Si 9.6047 14.0308 17.4181
Si 12.236 2.4523 18.3651
Si 8.2021 4.5385 15.1927
Si 4.6718 -0.091 18.0002
Si 4.9961 4.8212 20.4182
Si 7.2499 7.6024 15.2339
Si 14.5491 6.6998 18.8571
Si 9.4254 7.7958 22.0307
Si 18.2902 9.7002 17.4063
Si 10.7554 5.4042 9.2544
Si 5.5244 13.0166 19.9354
Si 0.3924 -0.5701 18.4215
Si 9.5493 11.2248 16.1611
Si 8.5896 3.0755 12.5796
O 6.9886 13.7867 12.6505
O 6.9928 -8.7105 20.6451
O 11.7096 0.9729 18.7909
O 4.8301 4.1324 13.8167
O 2.0929 2.3995 16.956
O 9.7888 10.7913 14.6441
O 5.5241 1.1709 18.5928
O 3.3683 10.4814 12.9335
O 2.5434 4.0395 10.2861
O 0.3533 5.3333 10.7976
O 5.0974 3.552 19.3988
O 9.3988 3.5722 20.9822
O 15.873 6.5589 12.428
O 1.6931 9.4168 18.4485
O 0.0716 8.1786 22.2272
O 13.3791 5.5541 18.8982
O 16.6672 -1.1556 17.3792
O 10.5981 10.2941 16.9853
O 4.5021 1.5625 21.1132
O 2.4389 5.2617 12.6182
O 6.2446 4.7227 21.4626
O 8.6461 9.0659 21.3293
O 8.0086 10.9728 16.6177
O 3.175 7.844 19.9213
O 15.9767 6.1407 19.4609
O 4.9072 12.4849 13.3336
O 8.8623 10.1777 12.3474
O 8.9377 4.1398 13.7779
O 6.2019 10.2267 13.4183
O 7.7746 8.2652 13.8392
O 7.8165 8.3571 16.5865
O 4.2767 8.7587 10.2155
O 4.7361 3.2047 11.2782
O 5.2841 10.9787 11.1082
O 4.4423 13.4907 15.8792
O 3.928 10.2944 19.3368
O 6.8851 3.5574 15.4038
O 13.0745 3.0313 19.6285
O 0.6506 11.0688 12.7653
O -1.5389 6.3619 21.1891
O 5.6259 7.5857 15.3977
O 5.004 5.1381 16.3542
O 3.7801 7.2408 17.3247
O 0.0664 3.4957 18.1345
O 11.7053 4.9397 20.9218
O 7.8016 6.0883 15.1837
O 5.3355 2.9196 23.2496
O 12.876 9.8467 21.1395
O 9.0495 11.7258 20.5293
O 2.4747 1.8035 11.8027
O 2.3338 1.3299 14.5582
O 9.121 4.3455 16.518
O 3.6377 0.2729 16.7763
O 9.494 12.6951 12.8139
O 10.3775 -1.2085 19.5573
O 7.8017 9.7979 18.9728
O 14.44 15.6761 21.1543
O 6.8423 -2.0717 11.2521
O 14.3125 6.3626 14.7557
O 2.4017 6.8931 10.5515
O 9.8034 4.1788 8.7783
O 8.8324 3.521 11.04
O 9.8591 1.8636 16.3761
O 8.5821 2.6573 18.6141

Results
free energy: -133959.048 eV
free energy less fixed offsets of O -568.88, Si -635.61 eV per atom: 2.912 eV

Forces (eV/angstrom), in the order of the atoms: element, x, y, z
Si -0.0016 0.0032 -0.0076
Si 0.0029 -0.0054 -0.0008
Si -0.0026 0.0018 -0.0048
Si 0.0026 -0.0021 -0.0055
Si 0.0012 -0.0018 -0.0057
Si -0.0013 0.0039 -0.0065
Si 0.0042 -0.003 0.0011
Si -0.0025 0.0017 -0.0067
Si 0.0007 -0.001 0.0021
Si 0.0011 -0.0004 0.0017
Si -0.0003 -0.001 0.0033
Si 0.0011 -0.001 0.0018
Si 0.0002 -0.0004 0.0007
Si -0.0003 0.0012 0.0023
Si 0.0012 -0.0011 0.0012
Si 0.0002 -0.0003 0.0023
Si 0.0002 -0.0011 -0.0018
Si -0.0003 0.0004 0.0012
Si -0.0014 0 0.0005
Si -0.0009 -0.0001 -0.0005
Si 0.0005 0.001 0.0001
Si 0.0001 0.0007 0.0002
Si 0.0002 -0.0009 -0.0006
Si -0.0024 -0.0011 -0.0022
Si 0.0878 -0.0296 -0.1906
Si -0.1067 -0.1298 0.2365
Si -0.0192 0.0438 0.2158
Si 0.0223 -0.1503 -0.1393
Si -0.3441 -0.1895 0.088
Si 0.1955 0.0233 -0.18
Si -0.0249 -0.2654 -0.2942
Si 0.1858 0.4678 0.4762
Si -0.1132 -0.0022 -0.0208
Si 0.1313 0.0116 0.0433
Si -0.0386 0.0907 -0.0407
Si 0.001 -0.0506 0.0197
Si 0.0564 -0.0289 0.001
Si -0.0956 -0.0231 -0.0466
Si -0.0172 -0.1041 0.0032
Si -0.0496 0.0522 -0.0367
Si 0.0823 -0.0301 -0.0196
Si -0.0817 0.0544 -0.0018
Si 0.0408 -0.0571 -0.0039
Si -0.0122 0.0688 -0.0365
Si -0.0214 0.0364 -0.02
Si 0.0292 -0.0257 -0.0156
Si -0.04 0.0039 -0.0359
Si 0.0477 -0.0578 -0.0001
Si 0.0178 -0.0284 0.0074
Si -0.0371 0.031 0.0051
Si -0.0505 0.0367 0.0054
Si 0.0285 0.037 0.0427
Si -0.0318 0.0334 0.004
Si 0.0212 -0.0772 0.0143
Si 0.0278 -0.0445 0.034
Si -0.0111 0.0188 0.0169
Si -0.1091 -0.0128 -0.0543
Si 0.0626 -0.0223 0.0722
Si 0.0654 -0.0025 0.0729
Si -0.0074 0.0897 -0.0857
Si 0.0167 -0.0528 0.0895
Si -0.0176 0.0482 -0.0535
Si 0.0784 0.0512 -0.0503
Si 0.0426 -0.0446 0.063
Si 0.1123 0.0413 0.0798
Si -0.0819 0.1344 0.4094
Si -0.12 -0.5398 -0.2717
Si -0.3599 0.0843 0.2259
Si -0.2457 0.0242 0.1173
Si 0.441 -0.1624 -0.456
Si -0.0915 0.6054 -0.0581
Si 0.3109 0.0468 -0.2252
Si 0.0001 -0.0006 -0.0025
Si 0.0036 -0.0008 -0.0005
Si 0.0021 0.0034 0.0002
Si 0.0016 -0.003 0.0016
Si -0.0004 -0.0026 0.0001
Si -0.0023 -0.0033 0.0027
Si 0.0039 0.0006 0.0001
Si 0.0029 0.0012 -0.0013
Si -0.0004 0.0018 -0.0005
Si -0.0022 -0.0002 0.0007
Si 0.0022 0.0063 -0.0008
Si -0.0016 0.0018 0.0031
Si 0.0036 -0.0002 0.0036
Si -0.0006 0.002 -0.0015
Si -0.0027 0 -0.0016
Si 0.0005 -0.0007 0.0001
Si 0.0016 -0.0041 -0.0017
Si 0.001 -0.0021 0.0047
Si -0.0081 -0.0002 -0.0035
Si -0.0063 0.0049 -0.0057
Si -0.0078 0.0047 0.0083
Si 0.0001 0.0021 -0.0016
Si 0.0021 -0.0009 0.012
Si 0.0014 0.001 -0.0007
O 0.0004 -0.0005 0.001
O 0.0004 0.0007 0.0015
O 0.0009 0.0057 -0.0009
O -0.0005 -0.0019 0.0025
O -0.0031 0.0006 -0.0015
O -0.0021 -0.0005 -0.0026
O 0.0017 -0.0014 0.0016
O 0.0003 -0.0005 0.0032
O -0.0023 0.0007 -0.0065
O 0.0009 -0.0017 -0.0006
O -0.0006 0.0021 0.0003
O 0.0025 0.0008 -0.0032
O 0.0035 0.0047 0.0065
O 0.0079 -0.0097 -0.0035
O 0.0012 0.0006 0.0016
O -0.0007 -0.0003 0.0007
O -0.0012 0.0006 0.002
O 0.0002 -0.0009 0.0005
O 0.0006 -0.0011 0.0026
O 0.0019 -0.0004 0.0046
O -0.0017 0.0016 0.0035
O 0.0005 -0.0003 0.0003
O -0.0023 0.0002 0.0028
O -0.0017 0.0014 0.0047
Si 0.01 0.0061 0.0034
Si 0.0005 -0.0004 0.0008
Si -0.0196 0.1452 0.0532
Si 0.001 0.0004 -0.003
Si -0.001 -0.0002 0.0007
Si -0.0002 -0.0004 -0.0008
Si 0.0003 -0.0008 -0.0043
Si 0.0015 0.0012 -0.0025
Si -0.0096 0.0091 0.0073
Si -0.0004 -0.001 -0.0023
Si -0.004 0.0106 -0.0136
Si -0.0136 -0.0023 0.009
Si -0.0043 -0.0031 0.0125
Si -0.0181 -0.0323 0.0542
Si -0.0015 -0.0012 -0.0035
Si 0.0022 -0.0018 -0.0024
Si -0.019 0.0029 -0.0204
Si -0.0173 -0.013 -0.001
Si -0.0001 -0.018 0.0063
Si -0.0001 0.0022 -0.0011
Si 0.0107 -0.0074 0.0076
Si 0.0033 -0.0026 -0.0008
Si 0.0012 0.0001 0.0019
Si 0.0018 -0.0008 -0.0034
Si -0.0005 -0.0022 0.012
Si 0.0002 -0.002 -0.0036
Si 0.0005 0.0013 -0.0018
Si -0.022 0.0085 -0.0041
Si 0.0025 0.0015 -0.0082
Si 0.0004 -0.0003 -0.0013
Si -0.0032 -0.0037 -0.0038
Si 0.0037 0.0007 0.0009
Si 0 0 -0.0016
Si 0.0013 -0.0014 -0.0018
Si 0 -0.0036 -0.0009
Si 0.0033 -0.0115 -0.0019
O 0.0063 0.0209 -0.0049
O 0.0009 -0.0006 -0.0004
O -0.0008 -0.0002 0.0005
O 0.021 0.0227 -0.0518
O -0.0016 0.0003 0.0017
O 0.0001 0.0043 -0.0025
O 0.0006 0.0014 0.001
O -0.0007 0.0083 -0.0023
O 0.0077 -0.0001 -0.0018
O -0.0012 -0.0025 0.0004
O 0.0002 0.0001 0.0001
O 0.0006 0.0003 -0.0001
O -0.0177 -0.1089 -0.0161
O -0.0009 0.0004 0.001
O 0.0004 0.0004 0.0006
O -0.0014 -0.0021 0.0019
O 0.0008 0.0019 0.0018
O -0.0004 0.0009 -0.0004
O -0.0007 -0.0003 0.002
O 0.0187 -0.0259 -0.025
O -0.0001 -0.0005 0.0008
O 0.0005 -0.0006 -0.0001
O 0.0022 0.001 -0.0001
O -0.0009 0.002 0.0015
O 0 -0.002 0.0029
O 0.0085 0 -0.0056
O 0.0055 0.0032 -0.0015
O -0.0008 -0.0023 -0.0063
O 0.0034 0.0034 -0.004
O 0.007 -0.0003 -0.0005
O 0.0043 0.0015 0.0035
O -0.0055 -0.0002 -0.0124
O 0.0187 0.024 0.0142
O 0.0023 -0.0007 -0.0047
O 0.0093 -0.0001 -0.0004
O -0.0013 0.0002 0.0007
O 0.0215 0.0009 -0.0035
O 0.0001 -0.0002 0.001
O -0.0042 0.0016 -0.0004
O 0.0005 -0.0004 -0.0003
O 0.0148 0.0005 0.018
O 0.0109 -0.0074 0.0004
O -0.0015 -0.0006 0.0066
O -0.0008 0.0001 0.0005
O -0.0012 -0.0005 0.0006
O 0.0025 -0.0075 -0.0038
O -0.0008 -0.0012 0.0011
O -0.0011 0 0.0018
O 0.0004 0.0003 -0.0009
O 0.004 0.0068 -0.0087
O -0.0038 -0.0016 -0.0029
O 0.0002 -0.0002 -0.0018
O 0.0002 0.0005 0.0024
O -0.0073 0.0074 -0.0013
O -0.0007 -0.0006 0.0001
O 0.0014 0.0006 0.0018
O -0.0004 -0.0009 0.0012
O 0.0049 0.0044 -0.0088
O -0.0048 -0.0345 0.0061
O -0.0006 -0.0064 -0.0103
O -0.002 -0.0005 0.0017
O -0.0012 -0.0013 0.0074
O -0.0007 0.001 -0.0001
O 0.0002 0.0005 -0.0016

The program warned: the cutoff lies below the one the program advises for these potential files; the exchange-correlation potential is rough where the density is thin.
